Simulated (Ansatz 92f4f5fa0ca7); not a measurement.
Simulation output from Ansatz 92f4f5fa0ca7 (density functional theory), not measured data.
Periodic cell of 186 atoms, Si104O82, from a study of silicon, its oxide and their interface. The atomic structure is a simulated model.

Settings
functional: r2SCAN
potential files: Ansatz norm-conserving
basis: plane waves
wave-function cutoff: 1300 eV
density cutoff ratio: 4
exchange-correlation grid ratio: 1
k mesh: 2 x 2 x 1, shifted by 0.5 0.5 0.5 of a step
self-consistency stop: 5e-08 eV per atom in the density residual
occupations: Fermi-Dirac, 0.05 eV
spin: none
net charge: 0

Cell vectors (angstrom)
a	11.5403	0	0
b	0	11.5403	0
c	-5.71	0.4415	25.6268

Atoms: element, x, y, z (angstrom)
Si	-0.3487	-0.0063	-0.1475
Si	-0.3385	3.9695	0.1166
Si	-0.1678	7.1916	0.052
Si	3.6147	-0.2029	0.2584
Si	3.7464	2.8733	-0.0588
Si	3.4752	8.2779	-0.2984
Si	7.4851	0.445	0.0678
Si	7.444	3.4452	0.375
Si	7.4662	6.5308	-0.375
Si	1.5505	-0.3184	1.3252
Si	1.7379	3.5184	1.1966
Si	1.7647	7.5933	1.3142
Si	5.6204	-0.2152	1.4166
Si	5.4406	3.4734	1.4833
Si	5.4957	7.3908	0.8642
Si	9.3848	0.0474	1.3786
Si	9.4073	3.5621	1.554
Si	9.2527	7.488	1.0726
Si	1.627	1.6539	2.6531
Si	1.7777	5.5193	2.5551
Si	1.6077	9.3973	2.7432
Si	5.5133	1.6265	2.8464
Si	5.4073	5.5707	2.5294
Si	5.6078	9.2595	2.5209
Si	9.4424	1.7368	2.9226
Si	9.3697	5.6151	2.6307
Si	9.3049	9.4721	2.4949
Si	-0.156	1.7209	4.1649
Si	-0.1857	5.5414	3.977
Si	-0.3649	9.391	3.9983
Si	3.5206	1.6316	4.0781
Si	3.5934	5.5422	4.0188
Si	3.619	9.3574	3.9673
Si	7.4595	1.7528	4.139
Si	7.3988	5.5104	3.9358
Si	7.4749	9.3641	3.9527
Si	-0.2932	11.3059	5.4205
Si	-0.116	3.6494	5.4752
Si	-0.2962	7.4551	5.3424
Si	3.5061	11.2421	5.4059
Si	3.6566	3.609	5.3778
Si	3.5466	7.4507	5.3796
Si	7.4656	11.3171	5.3262
Si	7.466	3.6693	5.47
Si	7.474	7.4073	5.2695
Si	1.5605	11.2216	6.8481
Si	1.8538	3.6129	6.8635
Si	1.5799	7.4321	6.7617
Si	5.5243	11.3151	6.5978
Si	5.506	3.6247	6.841
Si	5.565	7.4027	6.6092
Si	9.3303	11.4169	6.7569
Si	9.4772	3.6318	6.8228
Si	9.3393	7.4619	6.7193
Si	1.7996	1.6333	8.2325
Si	1.862	5.582	8.2161
Si	1.2861	9.2518	8.1998
Si	5.5168	1.5628	8.0773
Si	5.7183	5.6312	8.1347
Si	5.3447	9.3698	7.7773
Si	9.4095	1.7146	8.304
Si	9.6727	5.5709	8.1571
Si	9.034	9.4732	7.939
Si	-0.0866	2.1467	9.5564
Si	0.101	5.3196	9.8148
Si	-0.9248	9.1422	9.5238
Si	3.7438	12.4016	9.5366
Si	3.8371	6.2134	9.3955
Si	3.4349	9.3218	9.0472
Si	7.3333	1.9925	9.5139
Si	7.7454	5.1458	9.4337
Si	7.0356	9.2257	9.326
Si	8.5577	7.3133	10.8883
Si	5.5056	1.5511	11.9316
Si	9.493	-0.3213	13.9556
Si	3.3396	11.3652	23.4063
Si	-0.5536	11.48	11.509
Si	0.1159	-2.0401	13.5078
Si	5.9042	11.5664	16.9032
Si	6.4316	8.5464	12.1992
Si	4.1275	6.271	12.2658
Si	1.1697	6.6273	12.6617
Si	4.8561	3.0046	16.795
Si	1.3196	5.9394	18.172
Si	-1.1664	6.7612	16.9881
Si	2.9864	4.6464	20.3168
Si	1.4364	8.4072	19.7667
Si	5.5327	11.0157	19.6849
Si	7.9517	10.2946	18.3806
Si	3.6871	9.2564	21.2289
Si	6.3343	10.9141	14.0467
Si	0.7614	5.2029	15.4076
Si	2.1639	2.5521	15.5305
Si	2.3035	6.9459	22.1023
Si	0.4074	11.4005	15.6629
Si	7.8569	5.9582	20.872
Si	4.2568	1.9009	21.2899
Si	-0.6151	9.6838	17.9396
Si	5.6748	5.1627	19.0186
Si	7.7382	7.1591	18.2422
Si	-2.9535	4.5883	23.2691
Si	4.4902	3.659	13.9342
Si	6.1437	2.838	23.4787
Si	7.4677	7.2904	23.4531
O	4.8417	12.4	20.186
O	7.7495	5.7767	24.0229
O	4.7055	11.1017	24.2834
O	6.1182	1.6702	24.6063
O	3.1444	10.0581	22.51
O	-0.5697	3.5773	-1.4761
O	3.6555	9.9165	-0.6387
O	0.3062	7.526	-1.5206
O	3.6876	1.2646	-0.5557
O	4.0419	3.7582	-1.4501
O	2.9747	7.71	-1.7812
O	0.4021	7.9647	13.1666
O	7.4921	4.8624	-0.488
O	7.7308	-0.4822	-1.2797
O	-0.3158	6.0656	18.214
O	4.2646	5.4781	19.7413
O	3.3708	3.0838	20.6
O	-0.4424	5.586	0.0442
O	0.1365	1.2755	10.9394
O	-1.1126	10.6076	10.2651
O	-0.0438	3.7026	10.1197
O	10.4696	0.3435	15.0995
O	7.9532	7.9424	12.2573
O	0.1366	9.2055	19.2824
O	5.3876	2.9206	12.8041
O	4.3085	5.2009	13.4709
O	3.6811	7.8473	9.8296
O	0.5056	10.4983	12.2691
O	3.0654	2.8551	14.1813
O	6.8491	1.4344	11.0088
O	7.3987	3.5985	9.8191
O	4.1592	13.0402	11.0047
O	2.7228	7.0599	12.4804
O	8.3387	5.7016	10.9197
O	7.1756	10.9354	19.6839
O	7.5468	7.6642	9.6263
O	5.6589	1.6139	16.9497
O	3.3897	12.6696	22.4228
O	5.3499	7.3364	12.2171
O	-1.4998	-1.8715	13.8012
O	5.5117	11.0012	15.4433
O	9.7946	0.4016	12.5243
O	10.0548	7.9133	10.5377
O	-0.8367	8.3763	16.967
O	6.7617	4.9121	20.2263
O	6.2002	9.3862	13.5565
O	0.5249	6.0105	11.2893
O	5.0639	10.8533	18.1168
O	0.2314	10.8459	17.1794
O	2.6246	9.4804	20.0147
O	1.9645	7.349	18.6511
O	1.8233	4.7424	19.1642
O	1.142	5.5426	13.8736
O	1.5046	1.0594	15.5821
O	5.5951	11.876	12.9941
O	0.9243	-1.4322	14.7854
O	-1.9914	10.343	18.4807
O	8.5033	6.7804	19.639
O	3.7083	7.6925	21.6729
O	7.4222	2.0242	-0.525
O	3.2278	2.7481	16.7793
O	1.1289	7.5984	21.1567
O	7.9129	-0.2332	14.2677
O	8.9349	5.0946	21.7511
O	2.4916	5.3656	21.7075
O	7.2287	7.1115	21.8527
O	1.76	5.751	16.6018
O	-0.6903	5.9237	15.6628
O	3.562	10.7708	9.904
O	5.5563	2.507	22.0221
O	0.8851	3.577	15.556
O	6.4135	9.5487	10.8796
O	7.634	6.8456	-1.9921
O	-3.8598	3.2504	23.2221
O	7.4806	11.215	17.1253
O	5.1	9.7991	20.6712
O	5.2565	3.6982	15.3759
O	6.2888	6.4107	18.1607
O	7.4828	8.7498	18.1379
O	4.0232	5.452	10.8606
O	8.7608	6.6138	17.0983
O	5.3885	3.9124	18.0291

Results
free energy: -50298.644 eV
free energy less fixed offsets of O -463.61, Si -117.95 eV per atom: -15.824 eV
pressure: -1.84 GPa
stress xx, yy, zz, yz, xz, xy (GPa, positive in tension): 1.51, 2.23, 1.79, -0.21, 0.02, 0.32

Forces (eV/angstrom), in the order of the atoms: element, x, y, z
Si	-0.0464	0.0004	-0.4143
Si	-0.1161	0.3913	-0.2728
Si	-0.1151	-0.2473	-0.4163
Si	0.1061	0.0361	-0.6269
Si	0.1248	-0.1382	-0.4049
Si	-0.0802	0.1734	-0.4132
Si	-0.1177	0.2158	-0.8048
Si	0.0798	-0.0638	-0.7661
Si	0.2405	-0.312	-0.6186
Si	-0.0191	0.1631	-0.1651
Si	0.0576	-0.1044	-0.3047
Si	0.0175	-0.0737	-0.1398
Si	0.0833	0.1943	-0.2141
Si	-0.3171	-0.0986	-0.286
Si	-0.0917	0.0237	-0.0158
Si	0.0487	-0.0761	-0.0232
Si	0.132	0.0348	-0.2456
Si	0.1692	-0.013	-0.0349
Si	-0.1389	0.1035	-0.0803
Si	-0.0124	0.0095	-0.0341
Si	-0.012	-0.077	0.1652
Si	0.071	-0.1055	0.365
Si	0.0836	0.108	0.0533
Si	-0.0597	-0.0793	0.0132
Si	-0.0062	0.1869	0.1861
Si	0.1178	0.0967	0.3241
Si	-0.0273	-0.3054	-0.2479
Si	0.0641	-0.0213	0.007
Si	-0.2352	-0.0223	-0.1581
Si	0.1537	0.0105	0.0371
Si	0.0233	0.0352	0.0197
Si	-0.0732	-0.0319	-0.0299
Si	0.079	-0.0809	-0.0598
Si	-0.0814	-0.0902	-0.0067
Si	0.0028	0.1149	-0.2525
Si	0.0611	0.0384	0.0516
Si	0.1038	-0.029	-0.0716
Si	-0.001	-0.0401	0.0979
Si	0.1449	0.0419	-0.0378
Si	0.0546	-0.0183	0.0745
Si	-0.013	0.0622	-0.0068
Si	-0.0189	0.0066	0.0165
Si	-0.0974	-0.0969	0.0048
Si	0.0614	0.058	0.2967
Si	0.0057	0.0847	0.0864
Si	-0.1487	-0.0511	0.1048
Si	-0.1238	0.0237	0.1047
Si	0.0015	-0.0235	-0.1644
Si	0.1318	0.1784	-0.2212
Si	-0.0291	0.0127	-0.0305
Si	0.1256	-0.1127	-0.3409
Si	0.0963	0.1713	0.2088
Si	0.0225	0.0462	-0.0797
Si	-0.2748	-0.3374	0.0205
Si	0.0611	-0.0645	0.1635
Si	-0.0341	0.0671	0.2954
Si	-0.1407	0.0584	0.3348
Si	-0.0388	-0.0229	0.1247
Si	0.191	-0.1681	0.3583
Si	0.0088	0.0301	0.1183
Si	0.0931	0.1057	0.1384
Si	-0.1608	-0.1058	0.4807
Si	-0.1702	-0.171	0.0892
Si	0.1594	0.0862	0.3149
Si	0.3657	-0.2418	-0.1232
Si	0.0426	0.4725	0.0116
Si	-0.0502	-0.08	0.5094
Si	-0.1253	0.3139	0.5429
Si	-0.1349	-0.1124	0.9415
Si	-0.2293	0.2584	0.5515
Si	0.1017	-0.1761	-0.0367
Si	-0.5407	-0.4333	0.6291
Si	0.109	-0.1789	0.3241
Si	-0.0571	-0.0004	0.2939
Si	-0.1321	-0.1785	0.2977
Si	-0.1671	-0.0568	-0.2952
Si	0.1409	0.0515	0.305
Si	-0.1103	-0.0481	0.2569
Si	-0.1575	-0.0291	-0.2413
Si	-0.1801	0.1171	0.5425
Si	-0.0155	0.0575	0.3455
Si	0.1792	0.0589	0.2645
Si	0.1795	-0.0002	0.0817
Si	0.2591	-0.0889	0.0767
Si	-0.152	-0.0234	-0.0883
Si	-0.0058	-0.0349	0.0433
Si	0.0415	0.0843	-0.0198
Si	-0.0983	-0.0579	0.0579
Si	-0.0779	0.0493	0.0462
Si	0.1071	0.0178	-0.2834
Si	0.0175	-0.0056	0.2546
Si	0.1221	-0.0934	-0.1039
Si	-0.091	-0.0924	-0.042
Si	0.1242	-0.1903	-0.324
Si	0.0832	-0.0178	-0.0383
Si	-0.0235	-0.0466	-0.3
Si	-0.0835	-0.0248	-0.2585
Si	0.1	0.0537	0.0525
Si	-0.0592	-0.0331	-0.0366
Si	-0.0481	-0.0135	-0.0693
Si	0.0881	-0.0685	-0.2152
Si	0.0219	0.0054	0.0464
Si	-0.1331	0.0296	-0.2549
Si	-0.1196	0.1233	-0.2532
O	0.0318	-0.043	0.179
O	0.0984	0.029	-0.1909
O	0.1187	0.3433	0.2638
O	-0.089	-0.1711	-0.0339
O	0.1118	0.0681	0.035
O	0.3056	-0.21	0.3327
O	-0.0394	-0.4172	0.6049
O	0.0302	-0.1965	0.4699
O	-0.0676	0.2913	0.6096
O	-0.3506	-0.1674	0.331
O	-0.0537	-0.083	0.4272
O	0.0411	-0.0521	-0.2016
O	-0.1712	0.5304	0.4083
O	0.2016	0.221	0.3217
O	0.0872	0.1763	-0.2404
O	-0.0492	-0.1817	0.0302
O	0.1691	0.0216	0.1421
O	0.2674	-0.0342	0.0299
O	-0.2522	-0.1236	-0.2989
O	0.0935	-0.3349	0.165
O	-0.097	-0.0586	-0.3604
O	0.1467	-0.2182	-0.124
O	0.0591	-0.1	-0.6715
O	0.0373	-0.1038	-0.1685
O	-0.0661	-0.2157	-0.0717
O	-0.06	-0.0452	-0.2484
O	0.1102	-0.1841	-0.5237
O	-0.3219	0.0827	-0.0753
O	0.1306	0.1592	0.2215
O	0.119	0.0697	-0.505
O	0.1272	0.0572	-0.2952
O	0.0671	-0.174	-0.2881
O	-0.078	-0.2255	-0.1239
O	-0.1299	0.3395	-0.4455
O	-0.1546	-0.1034	-0.3377
O	0.1654	0.3414	0.3354
O	-0.1286	-0.0276	-0.0196
O	0.2013	-0.268	0.2476
O	0.1164	0.1107	-0.1883
O	0.2702	0.4048	-0.1106
O	0.2375	0.1462	0.0248
O	0.2137	-0.2738	-0.1952
O	-0.0218	0.3214	-0.1191
O	-0.0494	-0.0968	0.1477
O	0.1139	0.3454	0.039
O	0.1152	0.0199	-0.5014
O	-0.3306	-0.137	-0.4928
O	0.3956	0.1292	0.1283
O	-0.1745	-0.172	-0.0666
O	-0.0282	-0.3276	0.2642
O	-0.2993	-0.0651	0.1118
O	0.0601	0.2952	-0.0168
O	-0.0592	0.147	-0.0009
O	-0.0748	0.0751	0.0038
O	0.0546	0.1424	-0.2074
O	-0.3198	0.1539	-0.0626
O	-0.0405	-0.1493	-0.1339
O	-0.2764	-0.0715	-0.0178
O	-0.3552	0.142	0.1253
O	0.012	-0.215	0.8296
O	0.0529	0.0489	-0.2444
O	0.3105	0.0359	-0.0614
O	-0.0294	-0.0705	-0.2029
O	-0.3766	0.0918	0.3675
O	0.0188	0.2733	-0.1529
O	0.1932	-0.2238	0.3118
O	-0.3809	-0.0908	0.0126
O	0.214	0.0496	0.2701
O	0.1015	0.1255	-0.679
O	0.0331	-0.007	0.3621
O	0.2249	0.176	0.0279
O	0.3973	-0.1041	-0.5592
O	-0.0356	0.0135	0.5338
O	-0.1807	0.2363	0.0905
O	-0.1637	-0.126	0.2533
O	-0.1774	0.1362	-0.0245
O	-0.2836	-0.2091	-0.0245
O	0.252	-0.049	0.1901
O	0.1753	-0.0003	0.0703
O	-0.0801	0.3623	-0.3487
O	0.1567	0.1765	0.1622
O	-0.0597	0.0833	-0.011
